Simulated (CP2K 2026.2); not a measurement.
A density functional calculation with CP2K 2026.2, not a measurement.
Periodic cell of 504 atoms, Si360O144, from a study of silicon, its oxide and their interface. The atomic structure is a simulated model.
Doubt: the forces sum to 2.82 eV/angstrom along one axis rather than to zero, so they err by at least 0.0056 eV/angstrom per atom on average; the grid cutoff is modest.

Settings
functional: PBE
method: Gaussian and plane waves
basis set: DZVP-MOLOPT-SR-GTH
pseudopotentials: GTH-PBE
grid cutoff: 300 Ry, relative cutoff 40 Ry
k points: Gamma only
occupations: fixed
spin: none
net charge: 0

Cell vectors (angstrom)
a 16.32 0 0
b 0 16.32 0
c -1.8709 -3.7578 33.2287

Atoms and the computed forces on them: element, x, y, z (angstrom), force x, y, z (eV/angstrom)
Si 1.619 -1.562 -0.042 -0.18 0.115 0.706
Si 4.283 1.172 0.37 0.056 0.016 0.693
Si 1.135 4.387 0.034 0.143 -0.176 0.73
Si 4.325 6.444 0.151 -0.008 0.177 0.743
Si 1.034 -6.669 0.144 0.184 -0.062 0.717
Si 3.673 -3.923 0.071 0.156 -0.012 0.76
Si 6.388 -1.065 0.007 0.224 -0.203 0.784
Si 9.679 1.14 0.158 -0.09 0.111 0.758
Si 6.636 4.307 -0.086 0.195 -0.236 0.734
Si 9.259 7.124 -0.026 0.112 -0.074 0.721
Si 6.949 9.27 -0.117 -0.136 0.196 0.761
Si -6.529 -4.313 -0.149 -0.159 0.169 0.712
Si -4.349 -1.007 -0.139 0.285 -0.261 0.781
Si -1.453 1.693 0.221 -0.014 -0.231 0.703
Si -3.701 3.828 0.092 -0.245 0.02 0.778
Si -1.206 6.48 0.148 -0.007 0.176 0.703
Si -4.24 -6.435 0.144 -0.04 -0.147 0.71
Si -1.065 -4.356 0.166 -0.072 0.106 0.743
Si 2.698 -0.085 1.471 -0.034 -0.017 -0.034
Si 5.564 2.772 1.419 -0.002 0.037 -0.009
Si 2.731 5.379 1.46 -0.02 0.01 -0.03
Si 5.449 8.14 1.315 0.024 0.006 -0.049
Si 2.594 -5.464 1.441 0.001 0.004 -0.044
Si 5.336 -2.742 1.291 -0.026 0.016 -0.059
Si 8.093 -0.07 1.358 -0.005 -0.011 -0.046
Si -5.4 2.736 1.333 0.019 -0.006 -0.056
Si 8.176 5.476 1.272 -0.006 0.016 -0.052
Si -5.452 8.227 1.304 -0.008 0.003 -0.057
Si 8.146 10.885 1.164 0.026 -0.015 -0.057
Si -5.419 -2.688 1.185 -0.004 0.009 -0.057
Si -2.711 0.008 1.269 0.005 0.007 -0.063
Si 0.056 2.854 1.5 0.018 0.031 -0.019
Si -2.687 5.36 1.53 0.008 -0.018 -0.066
Si -0.099 8.109 1.441 0.008 -0.039 -0.021
Si -2.712 -5.352 1.505 0.003 -0.019 -0.036
Si 0.069 -2.704 1.361 0 0.001 -0.08
Si 1.359 1.356 2.753 0.008 0.01 0.019
Si 4.091 4.015 2.786 0.02 -0.006 0.021
Si 1.377 6.815 2.765 -0.004 0 0.011
Si 4.078 9.51 2.675 -0.01 -0.016 -0.001
Si 1.319 -4.076 2.82 -0.003 0.005 0.035
Si 4.061 -1.433 2.799 0.031 -0.005 0.037
Si 6.863 1.366 2.762 -0.001 -0.015 0.012
Si 9.54 4.114 2.65 -0.017 -0.022 0.001
Si 6.808 6.792 2.702 -0.006 0.005 0.028
Si 9.485 9.573 2.659 -0.018 0.001 0.023
Si 6.792 12.23 2.579 -0.009 -0.004 -0.004
Si -6.819 -1.434 2.647 0.026 0.01 0.022
Si -4.054 1.352 2.705 0.015 0.012 0.025
Si -1.315 4.098 2.92 -0.01 -0.024 0.038
Si -4.119 6.822 2.688 0.003 0.02 0.006
Si -1.429 -6.833 2.803 0.007 0.01 0.033
Si -4.096 -3.947 2.721 -0.023 0.015 0.025
Si -1.368 -1.353 2.655 0.007 0.005 0.014
Si -0.034 0 4.069 -0.002 -0.012 -0.012
Si 2.738 2.666 4.136 -0.002 0.01 -0.003
Si 0.042 5.489 4.187 0.009 -0.001 -0.007
Si 2.741 8.178 4.093 -0.03 0.011 -0.006
Si -0.05 -5.454 4.131 -0.004 0.019 -0.005
Si 2.714 -2.761 4.168 -0.005 0.002 0.005
Si 5.446 -0.004 4.083 -0.012 -0.011 -0.02
Si 8.218 2.745 4.073 -0.007 0.012 0.005
Si 5.441 5.443 4.084 -0.003 0.011 -0.02
Si 8.163 8.178 4.047 0.006 -0.004 -0.019
Si 5.454 10.882 4.006 0.011 0.004 -0.006
Si 8.143 -2.768 4.016 -0.003 0.005 0.017
Si -5.459 -0.021 4.018 0.004 -0.002 -0.025
Si -2.722 2.681 4.138 0.008 0.006 -0.005
Si -5.458 5.458 4.055 0.016 -0.007 0.009
Si -2.783 8.138 4.123 0.001 -0.004 0.012
Si -5.464 -5.387 4.027 0.009 -0.024 -0.015
Si -2.716 -2.658 4.087 -0.001 -0.001 0.019
Si 1.394 -1.373 16.326 0.014 -0.002 0.001
Si 4.106 1.342 16.338 -0.011 0.008 -0.01
Si 1.324 4.058 16.269 0.003 -0.004 -0.033
Si 4.067 6.8 16.247 -0.002 0.011 -0.013
Si 1.304 -6.775 16.334 -0.011 0.009 0.009
Si 4.055 -4.07 16.315 0.015 -0.017 -0.008
Si 6.78 -1.335 16.311 -0.011 0.006 -0.008
Si -6.778 1.4 16.324 0.006 0.005 -0.008
Si 6.809 4.015 16.315 -0.007 -0.002 0.003
Si -6.775 6.775 16.342 -0.004 0.005 -0.004
Si 6.803 9.483 16.294 -0.001 -0.012 -0.013
Si -6.784 -4.067 16.307 0.015 -0.005 0.005
Si -4.05 -1.334 16.343 -0.007 0.015 -0.015
Si -1.385 1.364 16.327 0.007 0.003 0.002
Si -4.105 4.102 16.389 0.005 -0.016 0
Si -1.365 6.82 16.322 0.009 -0.004 -0.012
Si -4.061 9.495 16.296 0.014 -0.017 -0.005
Si -1.339 -4.058 16.333 -0.011 0.022 -0.013
Si 2.761 -0.031 17.695 -0.01 0.002 0.025
Si 5.469 2.673 17.732 -0.008 0 0.027
Si 2.697 5.431 17.557 -0.031 -0.012 -0.031
Si 5.428 8.111 17.63 0.011 -0.016 0.028
Si 2.627 -5.362 17.675 -0.022 0.022 -0.001
Si 5.417 -2.702 17.66 0.02 0.005 0.014
Si 8.16 0.042 17.633 0.012 0.002 -0.027
Si -5.479 2.749 17.774 -0.013 0.044 0.027
Si 8.205 5.337 17.652 0.018 -0.017 -0.021
Si -5.404 8.153 17.691 -0.004 0.007 0.001
Si 8.184 10.846 17.617 -0.01 -0.008 -0.011
Si -5.435 -2.684 17.668 0 0.002 0.005
Si -2.684 0.002 17.745 0.003 0.006 0.001
Si -0.06 2.759 17.663 0.007 0.008 -0.003
Si -2.715 5.49 17.709 0.011 0.005 -0.017
Si -0.021 -8.164 17.721 -0.007 0.001 0.015
Si -2.7 -5.46 17.632 -0.007 -0.006 0.01
Si 0.039 -2.706 17.711 0 -0.016 0.005
Si 1.326 1.371 18.928 0.02 -0.017 -0.027
Si 4.043 4.126 18.928 0 0.021 -0.022
Si 1.356 6.694 18.988 -0.016 -0.006 -0.034
Si 3.976 -6.821 18.869 0.002 -0.007 -0.029
Si 1.352 -3.989 19.19 0.044 -0.024 0.002
Si 4.099 -1.391 19.128 -0.01 0.006 -0.026
Si 6.877 1.316 19.121 0.008 -0.005 0.012
Si -6.867 4.065 19.226 -0.002 -0.017 -0.029
Si 6.81 6.665 18.926 -0.018 0.016 -0.028
Si -6.774 9.526 19.01 0.009 -0.004 -0.024
Si 6.811 -4.105 18.915 -0.013 0.003 -0.028
Si 9.494 -1.296 18.99 -0.005 -0.005 -0.023
Si -4.064 1.386 19.068 0 -0.022 -0.021
Si -1.374 4.145 19.085 0.023 0.013 -0.028
Si -4.056 6.83 19.109 -0.001 0.008 0.002
Si -1.366 -6.753 19.077 0.004 0.004 -0.014
Si -4.055 -4.09 18.95 -0.01 0.008 -0.023
Si -1.257 -1.342 19.104 -0.006 0.026 -0.017
Si 0.081 0.101 20.459 -0.003 -0.02 0.062
Si 2.67 2.762 20.213 -0.02 -0.003 0.042
Si 0.027 5.438 20.499 0.001 0.012 0.037
Si 2.746 8.055 20.248 0.007 -0.001 0.051
Si 0.044 -5.455 20.507 -0.006 -0.003 0.078
Si 2.668 -2.579 20.635 -0.03 0.026 0.071
Si 5.578 -0.106 20.471 0.023 -0.046 0.058
Si 8.074 2.656 20.678 0.028 0.031 0.041
Si 5.444 5.347 20.339 0.025 -0.03 0.064
Si 8.166 8.059 20.206 0.038 -0.006 0.009
Si 5.301 -5.411 20.135 -0.023 0.03 0.002
Si 8.157 -2.737 20.275 -0.03 0.009 0.047
Si -5.457 0.026 20.386 -0.007 0.014 0.035
Si -2.757 2.807 20.433 -0.02 0.007 0.029
Si -5.406 5.48 20.494 -0.05 -0.013 0.07
Si -2.783 -8.043 20.477 -0.011 0.02 0.034
Si -5.474 -5.347 20.36 0.009 -0.008 0.037
Si -2.598 -2.833 20.31 -0.02 -0.015 0.044
Si 1.805 -0.649 21.935 -0.168 -0.403 -0.767
Si 4.117 1.413 21.415 0.036 -0.019 -0.534
Si 1.19 3.765 21.759 0.1 0.256 -0.739
Si 4.443 7.07 21.547 -0.204 -0.123 -0.731
Si 1.244 -7.171 21.619 0.02 0.256 -0.716
Si 4.238 -3.977 21.678 -0.322 -0.112 -0.717
Si 6.61 -1.864 21.79 0.197 0.441 -0.658
Si -6.552 1.489 21.911 -0.306 -0.194 -0.679
Si 6.223 3.673 21.86 0.295 0.097 -0.723
Si -6.899 6.785 21.739 0.148 0.121 -0.775
Si 6.555 -6.98 21.23 0.029 0.002 -0.632
Si 9.789 -3.675 21.658 -0.219 -0.31 -0.734
Si -4.185 -1.612 21.438 0.04 0.139 -0.794
Si -1.153 1.683 21.682 -0.1 -0.19 -0.749
Si -4.367 3.834 21.844 0.222 0.229 -0.74
Si -1.144 7.132 21.678 -0.05 -0.156 -0.74
Si -3.96 -6.381 21.77 -0.093 -0.354 -0.748
Si -1.556 -4.343 21.846 0.253 0.155 -0.73
Si 4.107 -2.778 -6.714 0.051 -0.005 -0.042
Si -0.735 -4.997 -6.131 -0.05 -0.015 -0.037
Si 5.414 6.933 -4.833 0.037 -0.02 0.005
Si -0.119 0.122 -2.04 0.204 -0.009 0.04
Si 1.22 6.752 -4.538 -0.044 -0.048 0.055
Si 1.418 1.55 -4.231 -0.142 0.085 0.121
Si 0.266 -1.049 24.719 0.052 0.123 -0.022
Si 2.198 3.954 -5.677 -0.08 -0.11 -0.023
Si 0.013 -3.963 24.544 -0.165 -0.008 -0.14
Si 4.306 -3.841 -4.016 -0.099 0.047 -0.032
Si -7.919 7.202 -4.857 -0.072 0.004 0.073
Si -6.036 -7.34 23.903 -0.133 0.109 -0.218
Si -6.747 0.705 24.996 0.005 -0.003 -0.163
Si -7.706 4.812 -6.782 -0.018 -0.012 -0.108
Si -3.982 1.348 25.8 -0.075 0.034 -0.005
Si 7.636 5.474 23.764 -0.12 -0.035 -0.063
Si 6.297 -1.973 -2.962 0.072 0.048 0.142
Si -6.147 -4.666 -5.552 -0.056 0.058 -0.075
Si 6.378 7.927 25.198 0.044 -0.08 -0.002
Si 8.143 2.597 -2.255 -0.007 0.126 0.077
Si 4.042 1.508 25.71 -0.06 -0.135 -0.113
Si 2.668 8.011 -1.994 -0.038 0.109 0.082
Si -7.325 -3.222 -3.078 0.041 0.025 0.092
Si -5.685 6.78 -2.783 -0.019 0.061 0.122
Si 7.978 -3.198 24.059 0.029 0.12 -0.294
Si -3.402 -3.47 -6.433 -0.038 0.009 -0.088
Si 4.711 4.276 -3.915 -0.078 -0.03 0.056
Si 3.071 -7.876 -6.069 0.082 -0.061 -0.032
Si 7.025 0.597 -4.352 0.058 0.045 0.067
Si 1.12 7.224 25.703 -0.001 0.039 0.073
Si -1.473 -3.833 -2.778 0.147 0.054 0.1
Si -2.8 -1.295 -2.847 -0.115 0.114 0.052
Si 2.977 2.889 -1.932 -0.096 0.163 0.037
Si -2.5 -0.193 23.72 0.095 0.142 -0.16
Si 2.575 3.75 24.593 0.012 0.002 -0.125
Si -3.454 4.151 24.858 -0.163 -0.036 -0.138
Si -1.775 5.761 -4.661 0.056 -0.127 0.039
Si 1.916 -0.941 -5.924 -0.124 -0.126 -0.014
Si -1.996 -6.553 -4.144 0.062 0.026 -0.027
Si -4.943 1.806 -6.837 0.029 0.016 0.007
Si -1.641 6.403 24.575 0.018 0.054 -0.123
Si -3.904 -0.617 -5.599 0.006 -0.097 0.043
Si 6.532 3.028 -5.891 -0.111 0.008 -0.079
Si -5.718 2.343 -3.893 -0.101 -0.045 0.093
Si -3.973 4.488 -2.903 0.056 -0.026 0.055
Si -6.151 -7.612 -6.546 -0.08 0.07 -0.105
Si 1.157 -3.421 -4.388 0.002 -0.01 0.126
Si 7.435 -5.993 23.912 0.185 -0.008 0.046
Si 4.793 -5.999 -2.137 0.036 -0.011 0.259
Si -3.425 -8.158 -5.957 0.046 0.093 -0.072
Si -2.899 8.106 -1.959 -0.042 -0.061 0.15
Si 3.864 6.362 24.572 0.121 -0.021 -0.021
Si 2.646 -5.597 23.815 0.067 0.024 -0.05
Si -6.464 -0.497 -4.203 -0.057 0.002 0.069
Si 1.336 -1.356 5.449 -0.007 0.01 0.008
Si 4.097 1.327 5.481 -0.005 -0.022 0.011
Si 1.39 4.069 5.48 0 -0.007 0.002
Si 4.088 6.803 5.449 0.011 -0.005 0.003
Si 1.363 9.526 5.455 0.009 -0.003 0
Si 4.112 12.201 5.451 0.004 -0.009 0.011
Si 6.817 -1.382 5.405 0.012 0.004 0.004
Si 9.546 1.355 5.418 0.02 0 0.01
Si 6.817 4.083 5.428 -0.017 -0.016 -0.001
Si -6.81 6.816 5.422 -0.002 0.013 0.005
Si 6.794 9.527 5.404 -0.003 0.001 -0.004
Si -6.825 -4.083 5.422 -0.002 0.006 0.007
Si -4.097 -1.329 5.435 0.014 0.015 0.001
Si -1.363 1.333 5.481 -0.011 -0.001 0.009
Si -4.097 4.086 5.431 0.004 -0.001 0.003
Si -1.378 6.821 5.488 0.015 0.012 0.015
Si -4.128 -6.768 5.423 -0.025 0.01 0.005
Si -1.398 -4.064 5.454 -0.012 -0.006 0.012
Si 2.709 -0.014 6.82 0.013 0.007 0.004
Si 5.46 2.719 6.801 -0.003 -0.004 -0.001
Si 2.742 5.439 6.823 -0.003 0.003 -0.002
Si 5.447 8.171 6.792 -0.007 0.011 0
Si 2.734 10.868 6.815 0.006 -0.004 0.004
Si 5.459 -2.729 6.792 -0.001 -0.006 -0.005
Si 8.171 -0.009 6.771 -0.006 0.001 -0.007
Si -5.438 2.718 6.799 0.007 -0.003 -0.004
Si -8.16 5.451 6.792 0.004 -0.001 -0.004
Si -5.461 -8.144 6.793 0.004 0.005 0.001
Si -8.172 -5.446 6.786 0.004 -0.01 0.001
Si -5.454 -2.716 6.777 -0.002 0.002 -0.004
Si -2.737 -0.005 6.827 -0.01 0.003 0.005
Si 0.004 2.713 6.817 0.006 -0.005 -0.001
Si -2.733 5.433 6.811 0.005 -0.004 -0.001
Si -0.002 8.178 6.825 -0.012 0.007 0.003
Si -2.756 -5.43 6.802 0.002 0.003 0.001
Si -0.017 -2.718 6.81 -0.004 0.001 -0.004
Si 1.362 1.358 8.178 -0.006 -0.004 -0.005
Si 4.099 4.076 8.172 0.002 0.009 -0.002
Si 1.361 6.797 8.168 0.001 -0.008 -0.008
Si 4.087 9.509 8.173 -0.001 -0.004 -0.003
Si 1.362 -4.078 8.154 0.007 0.006 -0.004
Si 4.086 -1.377 8.154 -0.011 -0.007 -0.001
Si 6.814 1.346 8.147 -0.004 0.007 -0.002
Si -6.805 4.081 8.149 0 -0.004 -0.005
Si 6.802 6.808 8.157 -0.009 0.003 -0.005
Si -6.818 -6.796 8.161 -0.014 0 0.002
Si 6.807 -4.087 8.162 0.007 0.001 -0.005
Si -6.799 -1.359 8.152 0.015 0.002 -0.002
Si -4.083 1.368 8.173 0.024 0.006 0.005
Si -1.365 4.075 8.166 -0.003 -0.006 0
Si -4.092 6.811 8.151 -0.001 0.006 -0.009
Si -1.375 -6.78 8.162 0.015 0.008 0
Si -4.106 -4.069 8.161 -0.009 -0.01 0.002
Si -1.375 -1.365 8.177 -0.012 0 -0.004
Si -0.007 -0.001 9.527 0 0.003 0.001
Si 2.723 2.723 9.528 0.001 -0.002 0.003
Si -0.002 5.436 9.523 -0.001 0.006 0.002
Si 2.724 8.152 9.529 0.002 0.003 0
Si -0.005 -5.429 9.517 -0.003 0.004 0
Si 2.723 -2.725 9.518 0.002 -0.002 -0.003
Si 5.446 -0.008 9.509 -0.004 0.001 -0.006
Si -8.157 2.713 9.51 -0.005 -0.002 -0.002
Si 5.45 5.444 9.525 0.003 0.001 0.001
Si -8.167 -8.157 9.526 0.009 0.001 -0.002
Si 5.445 -5.444 9.525 -0.008 0.003 0
Si -8.151 -2.725 9.518 -0.009 -0.004 -0.005
Si -5.441 -0.002 9.521 -0.002 0.009 -0.001
Si -2.718 2.719 9.53 -0.006 -0.001 0.006
Si -5.446 5.444 9.509 0.004 -0.003 -0.004
Si -2.729 -8.155 9.515 0.005 -0.006 0.001
Si -5.457 -5.435 9.522 -0.002 -0.003 -0.003
Si -2.737 -2.721 9.529 0.011 -0.003 0
Si 1.358 -1.365 10.874 0.009 0.001 -0.004
Si 4.085 1.353 10.871 0.001 0 0.003
Si 1.356 4.08 10.893 -0.007 0.004 0.006
Si 4.083 6.794 10.892 -0.003 -0.006 0.001
Si 1.357 9.523 10.869 0 -0.007 -0.003
Si 4.082 -4.081 10.877 -0.007 -0.003 -0.001
Si 6.806 -1.368 10.873 0.009 -0.01 0.001
Si -6.8 1.359 10.876 0.003 0.006 0.002
Si -9.512 4.074 10.873 -0.007 0.004 0.001
Si -6.8 -9.519 10.875 -0.013 0.002 0.001
Si -9.523 -6.802 10.895 -0.003 -0.004 0
Si -6.802 -4.077 10.898 0.003 0.002 0.004
Si -4.084 -1.354 10.895 0 0 0.003
Si -1.359 1.361 10.892 0 0.002 0.002
Si -4.087 4.083 10.87 0.01 0.004 -0.002
Si -1.366 6.801 10.871 0.005 -0.001 0.005
Si -4.089 -6.796 10.875 -0.006 0.013 -0.003
Si -1.365 -4.074 10.88 0 0.002 0.002
Si 2.717 -0.003 12.227 -0.011 -0.006 0
Si 5.443 2.714 12.228 0.005 0.003 0
Si 2.718 5.439 12.253 0.012 0.007 0.011
Si 5.439 8.153 12.257 -0.008 -0.001 0.003
Si 2.717 10.882 12.228 0.005 0.001 -0.004
Si 5.445 -2.725 12.236 -0.008 0.008 0
Si 8.169 -0.01 12.233 -0.01 0.006 -0.001
Si -5.442 2.723 12.233 0.002 0.001 -0.002
Si -8.152 5.434 12.231 0.005 -0.003 0
Si -5.442 -8.161 12.238 0.009 -0.004 -0.003
Si -8.163 -5.443 12.257 -0.006 0.003 0.003
Si -5.439 -2.714 12.26 -0.001 -0.006 0.006
Si -2.718 0.007 12.255 0.009 0.01 0.004
Si -0.005 2.72 12.261 0 -0.006 0.011
Si -2.725 5.435 12.228 -0.016 -0.005 0
Si -0.006 8.165 12.226 0.005 0.012 0.002
Si -2.729 -5.433 12.231 0.008 -0.012 -0.006
Si -0.005 -2.715 12.24 -0.005 -0.001 0.004
Si 1.363 1.345 13.604 0.021 -0.004 0.001
Si 4.079 4.06 13.599 0.002 -0.01 0.008
Si 1.35 6.815 13.596 -0.023 0.004 0.003
Si 4.071 9.53 13.596 -0.01 0.004 -0.001
Si 1.355 -4.084 13.588 0.006 -0.006 0.003
Si 4.08 -1.359 13.581 0.003 -0.001 -0.001
Si 6.808 1.352 13.577 -0.005 0.001 -0.003
Si -6.791 4.085 13.597 -0.01 0.004 0.004
Si 6.808 6.776 13.6 0.009 -0.003 -0.003
Si -6.795 -6.808 13.609 0.004 -0.01 0.006
Si 6.794 -4.08 13.614 -0.005 0 0.005
Si 9.526 -1.348 13.622 0.001 0.001 0.011
Si -4.083 1.375 13.602 -0.012 0.009 0.002
Si -1.387 4.079 13.611 0.005 0.015 0.004
Si -4.079 6.791 13.587 0.012 -0.002 0
Si -1.37 9.526 13.58 -0.008 0.006 -0.003
Si -4.067 -4.073 13.611 0.005 0.005 0.001
Si -1.35 -1.35 13.612 0 -0.005 0.008
Si 0.008 0.002 14.988 0.003 0.009 0.002
Si 2.727 2.692 14.966 -0.01 -0.005 0
Si -0.02 5.453 14.944 0.002 0.005 0.007
Si 2.692 8.197 14.956 0.014 0.006 0.002
Si -0.023 -5.431 14.943 -0.012 -0.016 0.008
Si 2.721 -2.721 14.931 0.003 0.006 0.003
Si 5.438 0.006 14.934 0.009 0.002 0.006
Si 8.171 2.705 14.931 -0.003 -0.009 0.004
Si 5.451 5.405 14.955 -0.009 -0.004 0.001
Si 8.176 8.125 14.962 -0.008 -0.001 -0.005
Si 5.428 10.875 14.971 -0.006 -0.006 -0.005
Si 8.153 -2.71 14.969 -0.008 0.004 -0.003
Si -5.42 0.02 14.98 0.011 0.018 -0.004
Si -2.757 2.733 14.993 -0.011 -0.005 0.002
Si -5.425 5.438 14.964 0.009 0.015 0.009
Si -2.715 8.151 14.932 -0.001 0.005 -0.007
Si -5.427 -5.441 14.96 0.004 -0.004 -0.003
Si -2.707 -2.705 14.975 -0.003 -0.01 -0.001
O 4.31 8.083 -5.079 -0.05 0.514 0.351
O 8.107 -8.136 -0.55 -0.048 0.138 -0.438
O 1.564 -7.456 -1.178 -0.212 -0.174 -0.401
O -2.681 6.962 -5.216 -0.189 -0.058 0.029
O -7.692 5.717 -5.443 0.397 -0.513 0.314
O -3.9 4.335 23.315 0.004 0.38 0.201
O 5.474 5.416 -0.424 -0.073 -0.09 -0.596
O 0.04 -8.15 22.15 -0.241 0.251 0.409
O 3.774 -4.734 23.052 0.242 0.102 0.554
O -7.73 5.575 22.465 0.062 -0.497 -0.214
O -7.915 -2.729 25.522 -0.291 -0.053 0.427
O 3.44 -1.444 -6.109 0.306 0.362 0.318
O -5.364 -5.423 -0.506 0.014 -0.038 -0.35
O 2.489 1.907 -3.096 0.336 -0.34 -0.117
O 1.044 -0.831 -1.403 0.368 -0.12 -0.214
O -4.753 -3.859 -5.644 -0.027 0.033 0.474
O 5.313 0.118 -0.341 -0.202 0.155 -0.586
O 5.632 1.621 25.388 0.293 0.368 -0.595
O 7.383 -6.095 22.31 0.14 0.465 -0.078
O 2.666 -2.749 -0.51 -0.074 -0.009 -0.519
O 7.261 3.749 -1.509 -0.071 0.169 -0.332
O -1.657 -3.67 -1.183 -0.28 0.294 -0.328
O 6.875 7.45 -4.348 -0.119 0.593 0.545
O 4.969 7.173 25.438 -0.064 0.074 0.629
O -5.85 -6.217 -5.819 0.504 -0.32 0.322
O 3.419 6.915 -1.101 -0.146 0.006 -0.361
O 1.129 -1.875 -4.867 -0.453 0.219 0.068
O -5.52 0.098 -0.406 0.002 0.109 -0.189
O -1.906 1.135 23.021 -0.297 0.186 0.173
O -3.341 -1.053 22.685 -0.128 0.126 0.391
O -0.991 -3.785 23.282 -0.113 0.191 0.176
O -5.316 -2.64 21.987 0.079 -0.22 0.124
O -4.063 4.599 -1.292 -0.447 0.274 -0.109
O 1.194 -0.74 23.439 0.396 -0.018 0.306
O 4.171 -4.879 -1.146 -0.141 0.066 -0.103
O -6.915 0.857 23.384 -0.345 -0.139 0.056
O 6.125 -0.658 -3.892 -0.715 0.188 0.003
O -1.279 -1.04 24.29 -0.103 -0.104 -0.148
O -4.333 2.973 -3.334 0.285 -0.193 0.13
O 7.194 1.569 -3.064 -0.399 -0.027 0.21
O -3.759 0.776 -6.417 0.591 0.164 -0.145
O -7.613 -8.097 -6.078 -0.681 0.097 -0.477
O -2.118 6.987 -1.106 -0.081 0.132 -0.31
O 3.641 3.729 -4.998 0.057 -0.151 0.091
O -2.604 2.699 -0.367 -0.121 -0.349 -0.447
O 3.049 0.404 22.187 0.008 -0.029 0.198
O -7.153 -3.858 23.157 0.22 -0.43 0.367
O -3.874 -1.423 -1.644 -0.361 -0.439 -0.414
O 0.005 2.723 22.202 -0.03 0.1 0.488
O 6.191 -6.514 -1.477 0.013 -0.147 -0.412
O -5.414 -7.818 25.302 0.255 -0.771 -0.087
O -0.016 5.483 -0.404 0.087 0.027 -0.214
O 3.798 -7.236 -2.419 -0.061 -0.175 -0.194
O 6.507 4.404 23.308 -0.317 -0.026 0.52
O -2.524 5.003 -3.435 0.286 0.057 0.546
O 2.012 0.533 -5.311 0.403 0.093 -0.38
O -6.271 -0.781 25.427 0.594 -0.187 -0.22
O -5.492 -0.915 -5.421 -0.335 -0.455 -0.741
O -1.456 -0.733 -2.191 0.025 -0.249 0.045
O 4.79 5.885 -3.766 -0.216 0.166 0.394
O 4.088 6.448 22.99 -0.33 -0.088 0.004
O 1.968 4.141 23.142 0.084 0.398 0.244
O 2.673 -3.842 -3.981 -0.077 0.132 0.338
O 5.403 -2.918 22.083 -0.169 -0.109 0.14
O -7.373 -6.491 24.292 0.163 0.371 0.182
O -5.451 2.661 22.188 0.106 -0.003 0.052
O 4.88 -3.527 -5.51 0.419 -0.316 -0.214
O -3.331 -6.841 -5.01 -0.577 0.177 0.193
O -0.334 6.385 -4.273 0.065 0.022 0.542
O 6.809 -1.606 -1.467 0.223 -0.231 -0.198
O 1.816 5.464 -5.305 0.167 0.121 -0.125
O 7.15 6.965 24.139 0.224 0.254 -0.187
O 3.124 2.207 24.571 0.146 -0.311 -0.542
O 0.092 -3.62 -3.177 0.228 -0.114 0.463
O 7.355 -1.903 23.27 0.264 0.415 0.298
O 1.792 3.85 -1.374 -0.022 0.45 -0.548
O -0.824 -6.375 -5.253 0.668 -0.537 -0.165
O 7.437 -3.006 -3.479 -0.139 -0.389 -0.587
O -2.456 -2.746 -3.446 -0.219 -0.198 -0.353
O -7.427 1.794 -1.086 -0.217 -0.12 -0.165
O 0.567 -2.567 25.132 0.555 -0.047 0.087
O -0.444 1.3 -0.995 0.294 0.265 -0.261
O -4.966 7.718 -6.089 -0.103 -0.524 0.097
O 2.2 -6.846 22.9 0.207 -0.369 0.094
O 5.503 -8.048 21.89 -0.147 0.061 0.242
O 3.788 4.783 24.947 0.301 -0.094 0.01
O 3.773 -0.065 26.116 -0.137 -0.145 -0.194
O -3.269 -0.419 -4.117 -0.017 0.398 -0.011
O 1.307 -4.736 24.001 -0.211 0.326 -0.172
O -0.092 6.701 24.807 0.106 -0.024 -0.073
O -7.021 3.123 -3.282 -0.025 0.457 -0.341
O -3.16 2.64 25.306 0.652 0.076 -0.151
O 8.077 3.354 -6.287 0.184 -0.616 0.229
O -6.365 6.475 -1.345 0.103 -0.261 -0.116
O -4.842 -6.571 23.131 0.086 0.097 0.399
O 0.481 -0.029 25.955 -0.013 0.361 -0.229
O -1.938 6.627 23.01 -0.418 0.065 -0.074
O 1.101 2.926 -5.039 -0.54 0.159 -0.303
O 3.41 1.941 -0.738 -0.398 -0.048 -0.039
O -5.829 0.786 -3.436 0.285 -0.116 0.574
O 7.033 -4.487 24.333 -0.393 0.025 0.573
O 3.171 -6.138 25.253 0.756 -0.011 0.221
O 1.92 7.158 -3.138 -0.433 -0.255 0.104
O -7.927 4.942 25.074 0.234 -0.096 0.143
O 0.202 0.812 -3.466 -0.394 0.131 -0.387
O -8.153 1.035 25.712 -0.079 0.178 0.188
O -3.25 -6.943 -1.039 0.359 0.17 -0.003
O 6.141 3.766 -4.484 0.453 0.179 0.166
O 1.618 7.992 -5.508 -0.479 0.272 -0.37
O -2.033 4.902 24.993 0.315 -0.529 0.601
O -4.329 7.649 -2.57 0.099 0.047 -0.392
O -7.875 -0.018 -4.821 -0.094 0.18 -0.265
O -1.841 -7.775 -3.099 0.528 -0.363 -0.139
O -7.278 -4.327 -6.661 -0.016 0.318 0.232
O 6.382 1.438 -5.593 -0.193 -0.192 -0.517
O -6.376 7.714 22.964 0.209 0.201 0.468
O 6.276 -6.94 24.515 -0.601 0.205 0.175
O -3.524 0.118 24.902 -0.18 -0.459 0.298
O -5.642 2.42 -5.509 -0.436 0.397 -0.265
O 1.028 -7.518 26.036 -0.541 0.19 -0.081
O -0.656 -4.705 25.829 -0.356 -0.539 0.023
O -5.165 5.422 -3.486 -0.185 -0.259 -0.757
O -5.561 1.661 25.559 -0.07 0.326 0.211
O -2.051 -5.251 -3.226 -0.578 -0.093 0.125
O 2.452 7.048 24.845 -0.1 0.378 -0.38
O 5.074 2.531 22.202 -0.023 0.053 0.468
O -4.608 4.741 25.837 -0.364 0.437 -0.078
O 5.614 6.147 -6.212 -0.152 -0.023 0.21
O -7.125 -3.736 -1.555 -0.375 0.203 -0.184
O 4.954 -5.253 -3.561 0.248 -0.242 -0.555
O 3.066 -6.262 -6.2 0.032 0.004 0.745
O -1.7 4.731 -5.909 0.372 -0.444 0.101
O -3.245 -1.853 -6.399 0.226 0.25 -0.15
O 1.434 3.961 25.723 -0.287 -0.123 0.094
O -2.53 7.374 25.504 -0.245 0.239 -0.429
O -6.725 -4.331 -4.084 -0.233 -0.478 0.268
O -0.036 -5.529 -0.358 -0.135 0.099 -0.438
O -6.832 7.476 -3.686 -0.236 0.548 0.064
O -6.611 -1.765 -3.214 0.2 0.151 0.15
O 4.857 -2.7 -2.997 -0.37 0.219 0.386
O -2.049 -4.112 -5.826 0.088 -0.074 0.431
O 0.626 -4.294 -5.638 0.272 -0.014 -0.332
O 4.262 3.709 -2.472 0.329 0.276 0.148
O -2.742 -5.396 22.234 0.071 -0.218 0.457

Results
total energy: -101653.159 eV
total energy less fixed offsets of O -438.25, Si -107.07 eV per atom: 0.041 eV
